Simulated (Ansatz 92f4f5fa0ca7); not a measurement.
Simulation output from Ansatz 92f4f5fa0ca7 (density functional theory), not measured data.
Periodic cell of 268 atoms, Si148O120, from a study of silicon, its oxide and their interface. The atomic structure is a simulated model.
This geometry differs little from another in the collection (a relaxation step or a small displacement).

Settings
functional: r2SCAN
potential files: Ansatz PAW
basis: plane waves
wave-function cutoff: 800 eV
density cutoff ratio: 5
exchange-correlation grid ratio: 1
k mesh: 1 x 1 x 1, shifted by 0.5 0.5 0 of a step
self-consistency stop: 1e-10 eV per atom in the density residual
occupations: fixed
spin: none
net charge: 0

Cell vectors (angstrom)
a	10.88	0	0
b	0	10.88	0
c	0	0	37.5246

Atoms: element, x, y, z (angstrom)
Si	-0.4501	0.2581	-0.1395
Si	2.9209	2.4338	0.1019
Si	-0.4082	5.7791	0.1521
Si	2.7278	7.8628	-0.1812
Si	5.141	0.241	0.0851
Si	8.2986	2.5911	-0.2548
Si	5.1059	5.7661	-0.2188
Si	8.1914	8.1171	0.0605
Si	1.2146	1.3168	1.2258
Si	4.0613	4.1461	1.2085
Si	1.2966	6.8206	1.3377
Si	3.904	9.4724	1.1857
Si	6.7621	1.4685	1.2209
Si	9.3858	4.0599	1.2541
Si	6.5978	6.879	1.24
Si	9.3855	9.6546	1.3386
Si	-0.0732	2.7388	2.6023
Si	2.5809	-0.0444	2.5914
Si	-0.0559	8.2565	2.6235
Si	2.671	5.4309	2.6282
Si	5.4253	2.8176	2.6001
Si	8.0388	0.1058	2.6667
Si	5.2991	8.2195	2.6288
Si	8.0081	5.4638	2.5705
Si	1.3087	4.0742	3.9648
Si	4.0245	1.372	3.8765
Si	1.3012	9.5258	4.036
Si	4.0136	6.8083	3.9891
Si	6.7514	4.1199	4.0133
Si	9.4644	1.401	3.9963
Si	6.7048	9.5658	3.9718
Si	9.4499	6.8222	3.8983
Si	-0.0542	0.0234	5.3437
Si	2.6917	2.7117	5.2909
Si	-0.047	5.4676	5.2906
Si	2.6789	8.1591	5.3645
Si	5.3711	0.0456	5.319
Si	8.1259	2.7585	5.3568
Si	5.3972	5.4682	5.348
Si	8.1206	8.1895	5.2806
Si	1.3532	1.3502	6.663
Si	4.0565	4.0659	6.6703
Si	1.3338	6.7787	6.6984
Si	4.0653	9.5272	6.6901
Si	6.7701	1.3725	6.6931
Si	9.5187	4.0991	6.6845
Si	6.8027	6.822	6.6571
Si	9.4929	9.5129	6.6824
Si	0.0202	2.7149	8.011
Si	2.7041	-0.0017	8.035
Si	0.0011	8.1616	8.0458
Si	2.7331	5.4236	8.0487
Si	5.4178	2.7288	8.0533
Si	8.1497	-0.0019	8.0404
Si	5.4722	8.1716	8.0214
Si	8.1669	5.4709	8.02
Si	1.4092	4.0121	9.3839
Si	4.0748	1.3282	9.4009
Si	1.4015	9.4935	9.4088
Si	4.1505	6.7906	9.3782
Si	6.8061	4.1154	9.3661
Si	9.5598	1.3453	9.3708
Si	6.8251	9.5001	9.4124
Si	9.5509	6.7827	9.3986
Si	0.0504	-0.0174	10.7539
Si	2.7535	2.6692	10.8026
Si	0.0727	5.3897	10.6911
Si	2.8403	8.1581	10.7447
Si	5.4304	-0.0432	10.7475
Si	8.1855	2.7426	10.6602
Si	5.5008	5.46	10.7972
Si	8.2123	8.1434	10.7687
Si	1.4186	1.271	12.1792
Si	4.1534	4.0435	12.1169
Si	1.5321	6.6934	11.9841
Si	4.1714	9.4749	12.2273
Si	6.8171	1.3735	11.964
Si	9.5734	4.0515	12.0274
Si	6.8918	6.8162	12.1873
Si	9.6076	9.4799	12.1045
Si	0.0013	2.6646	13.4103
Si	2.7791	-0.0533	13.6325
Si	0.2194	8.0625	13.2881
Si	2.8428	5.39	13.4928
Si	5.5398	2.6986	13.4328
Si	8.1658	0.0307	13.2925
Si	5.6135	8.1526	13.6611
Si	8.3183	5.4461	13.4582
Si	1.1857	4.2037	14.6718
Si	4.3997	1.1855	14.8315
Si	1.7659	9.013	14.7858
Si	4.0698	6.8714	14.9026
Si	7.1616	3.8521	14.6936
Si	9.2537	1.5403	14.6834
Si	6.7118	9.9359	14.8407
Si	10.0211	6.5458	14.6778
Si	-1.7551	0.7216	19.6588
Si	7.8273	17.7614	18.8594
Si	-4.5683	4.8009	19.9465
Si	1.7846	9.8512	21.2121
Si	8.7769	10.5678	17.0148
Si	-0.1818	-2.5432	16.9774
Si	-0.9994	6.2742	29.249
Si	0.5142	10.4807	23.939
Si	-2.4537	7.565	26.8138
Si	12.1158	1.3936	19.3208
Si	11.0747	7.4096	21.484
Si	5.9398	16.4636	17.0685
Si	7.9007	13.67	21.5292
Si	-4.376	14.3538	23.9522
Si	2.6492	2.5828	16.9978
Si	6.9699	8.8731	23.2797
Si	1.507	7.6499	24.2362
Si	10.7662	6.0537	18.9172
Si	2.0854	15.0063	19.3023
Si	3.6736	15.0618	24.3968
Si	3.832	5.4176	21.4936
Si	3.9691	19.1798	22.5747
Si	12.0694	13.1811	25.1334
Si	9.2972	3.571	24.055
Si	7.8539	16.9272	24.3552
Si	1.6323	11.4948	27.7027
Si	1.9603	13.1778	30.1164
Si	8.71	14.3232	28.8867
Si	8.6325	-1.8994	20.8058
Si	5.9492	10.393	32.5552
Si	13.6839	17.1606	26.3269
Si	9.9885	6.2037	34.9774
Si	0.4935	8.937	35.2847
Si	6.5067	9.4587	35.3179
Si	3.2499	19.7728	27.8668
Si	19.3749	10.6231	31.0193
Si	9.4118	11.4616	28.0381
Si	4.4326	19.1283	33.6653
Si	-7.7993	15.8309	29.1112
Si	-2.1358	10.0652	25.3528
Si	1.9404	9.3443	32.7355
Si	3.2112	11.9494	32.5288
Si	3.4427	5.3123	33.0804
Si	1.8586	18.2957	30.1671
Si	7.2291	4.7193	35.1415
Si	-4.7701	18.8535	28.6474
Si	2.4314	3.0569	34.6764
Si	-4.7733	15.7263	29.2194
Si	0.5331	15.3562	33.0131
Si	6.3575	5.3187	32.2169
Si	7.8422	7.7114	31.1195
Si	9.9615	13.1611	31.2428
O	0.959	3.4627	-3.344
O	-1.4879	1.4273	-0.6848
O	2.2831	2.9997	-1.2669
O	-7.3856	4.2232	-3.2455
O	-0.3383	5.7296	-3.9897
O	-0.0292	5.4184	-1.406
O	-4.1397	19.1752	-7.4338
O	1.8222	8.3634	-1.4642
O	4.0403	1.3485	-0.3941
O	5.8387	-0.314	-1.2637
O	6.8343	4.5114	-3.9624
O	4.7371	5.1338	-5.3866
O	5.9364	5.2663	-1.5496
O	3.8609	6.7598	-0.6697
O	9.3259	6.9439	-0.0505
O	0.0751	6.1374	20.5221
O	0.144	5.3535	15.2107
O	3.8879	1.918	16.2058
O	1.8207	0.0761	20.0469
O	2.9538	7.9988	15.2883
O	0.936	9.1853	16.1761
O	3.1018	3.6906	18.0998
O	1.2015	8.4265	20.721
O	4.6391	6.2102	16.3078
O	12.5937	3.3329	15.9279
O	6.6048	4.5496	16.0396
O	9.6182	0.6694	16.0201
O	5.5012	10.9473	15.286
O	7.5928	9.792	16.2185
O	5.7074	4.7226	18.4337
O	9.7225	7.4562	16.0055
O	-0.374	1.4605	19.2959
O	5.3715	8.7562	23.203
O	-3.2097	18.3203	23.5739
O	-1.2927	7.9917	21.6307
O	5.1443	4.6229	21.0176
O	1.8115	1.4426	17.7983
O	0.7499	10.3322	22.3588
O	3.2757	9.5518	21.7925
O	8.2188	12.3073	20.7713
O	8.2122	13.5807	15.1886
O	-1.0904	-1.4007	17.6317
O	-1.6916	3.1801	22.4637
O	1.352	11.7968	24.322
O	1.4579	6.5761	25.451
O	5.006	3.2361	24.5182
O	8.101	8.3659	19.4003
O	8.2525	11.4039	18.3005
O	2.7171	16.0541	20.3442
O	17.8468	6.2651	20.0804
O	3.0508	7.8484	23.8167
O	11.3246	7.348	18.0963
O	19.5059	0.0636	26.7093
O	1.7187	13.6275	20.082
O	6.6235	13.5804	22.5287
O	9.1964	19.4592	25.8211
O	7.5077	14.6657	20.3136
O	0.709	7.0478	22.9659
O	-3.9402	6.8037	17.4953
O	4.108	7.0088	21.5989
O	-1.3411	-0.6608	20.3601
O	7.8841	13.9215	24.7516
O	7.4505	9.3897	21.8208
O	3.4289	4.7817	22.9149
O	14.2337	7.7451	26.7306
O	7.8226	6.3338	25.9536
O	9.1743	5.9985	18.6024
O	0.7665	15.6267	18.5578
O	2.6405	10.2792	27.2497
O	0.4585	-4.1897	29.8031
O	12.3175	12.738	26.6707
O	-3.4989	9.9098	24.4735
O	0.9755	19.9944	24.6783
O	-1.0326	21.5858	24.3501
O	11.2888	12.821	30.393
O	19.6633	10.8247	29.4165
O	13.8153	13.0987	31.4164
O	13.2358	3.3297	24.7458
O	9.7526	15.577	28.8862
O	9.2348	16.0881	24.099
O	6.7045	4.7793	30.7322
O	-1.3778	7.0953	27.9147
O	2.1818	10.782	32.0434
O	2.391	12.1014	28.9998
O	7.2223	14.8321	28.4308
O	-4.2472	15.9812	23.8399
O	10.6145	2.9782	24.7899
O	8.7041	13.7013	30.3828
O	6.8398	10.2523	33.9323
O	9.4295	11.7172	31.8248
O	3.0153	17.146	30.0837
O	10.9796	10.9924	27.9716
O	-3.7026	19.2309	27.4919
O	5.4097	8.311	34.9515
O	2.8569	12.5313	33.9999
O	-3.9518	21.77	31.3748
O	14.721	27.1766	25.4357
O	2.5278	5.4227	27.6618
O	13.0798	19.403	29.0443
O	10.4192	14.4442	32.1253
O	4.77	8.8777	28.4737
O	3.7156	17.6914	33.6144
O	9.2435	23.967	27.9776
O	8.7047	9.0573	31.523
O	5.2627	8.9006	32.4009
O	-2.4601	5.8193	35.1252
O	-2.044	6.6586	30.4147
O	2.0575	14.6955	29.5999
O	4.5779	15.1854	29.0942
O	0.6875	9.3572	33.7336
O	0.0133	10.2581	36.0877
O	4.753	11.4819	32.5886
O	-3.1615	8.7473	36.1275
O	3.1785	9.2419	33.7803
O	7.0636	6.8153	32.2729
O	7.7371	3.3542	35.9063
O	1.8391	19.0484	31.614
O	10.2422	7.7882	35.1589
O	5.9617	17.2304	28.6104
O	1.9459	5.1012	32.4166

Results
free energy: -163110.360 eV
free energy less fixed offsets of O -570.45, Si -639.56 eV per atom: -1.480 eV

Forces (eV/angstrom), in the order of the atoms: element, x, y, z
Si	-0.0068	0.0032	0.0462
Si	0.0128	-0.0018	0.0517
Si	-0.0089	0.0012	0.0526
Si	0.0081	-0.0085	0.0649
Si	0.0092	0.0102	0.0521
Si	0.0014	-0.0056	0.0439
Si	-0.0078	0.0082	0.0576
Si	-0.001	-0.0085	0.0572
Si	0.0028	0.0043	-0.0045
Si	-0.0052	-0.0054	-0.0051
Si	-0.0003	-0.0089	-0.0042
Si	0.0024	-0.0006	-0.0107
Si	-0.0046	-0.0025	-0.0015
Si	0.0081	0.0026	-0.006
Si	-0.0017	0.0044	-0.0062
Si	-0.0008	-0.0031	-0.003
Si	-0.0028	0.0061	-0.0019
Si	0.0042	0.0035	0.003
Si	-0.0053	-0.0004	0.0059
Si	-0.0012	0.0056	-0.0015
Si	-0.0056	-0.0036	0.0045
Si	-0.0028	-0.0056	0.0029
Si	0.0085	0.0006	-0.0058
Si	0.0035	0.0064	0.0067
Si	0.002	-0.0021	-0.0033
Si	0.0028	0.0027	-0.0062
Si	-0.0013	-0.0023	-0.0047
Si	-0.0038	-0.0034	-0.0044
Si	-0.0003	0.0013	-0.0065
Si	0.0039	-0.0034	-0.0053
Si	0.0014	0.002	-0.0031
Si	-0.0002	0.0006	-0.0073
Si	0.0004	0.0034	-0.0005
Si	-0.0022	0.0008	-0.001
Si	-0.0009	0.0035	-0.0014
Si	-0.0009	0.0007	0.0006
Si	-0.0009	-0.0001	-0.0024
Si	-0.0002	0.0006	0.0002
Si	0.0021	0.0018	0.0001
Si	0.0006	-0.0018	-0.0021
Si	-0.0024	-0.0023	0.0007
Si	0.0005	-0.0003	0.002
Si	-0.0004	-0.0025	0.0017
Si	-0.0001	0.0006	0.0023
Si	0.0013	0.0021	0.0015
Si	-0.0006	-0.0011	0.0006
Si	0.0008	0.001	0.001
Si	0.0014	-0.0005	0.0016
Si	0.003	-0.0001	-0.0004
Si	-0.0005	0.0021	0.0005
Si	-0.0002	-0.0012	-0.0012
Si	-0.0031	0.0005	-0.0024
Si	0.001	0.0006	-0.0017
Si	-0.0023	0.0018	-0.0014
Si	0.0011	0.0005	-0.0009
Si	0.0019	0.003	0
Si	-0.0012	0.0021	0.0009
Si	0.002	0.0027	0.0019
Si	-0.0047	-0.0002	0.0003
Si	0.0009	-0.0035	0.001
Si	-0.0015	-0.0056	0.0017
Si	0.0001	0.0011	0.0011
Si	0.0051	0.0015	0.0006
Si	-0.0006	-0.0016	0.002
Si	0.0022	-0.0014	-0.0006
Si	-0.0042	-0.0029	0.0053
Si	0.0048	-0.0019	0.0005
Si	0.0029	0.0001	-0.0077
Si	-0.001	-0.0006	-0.001
Si	-0.0038	0.002	0.0043
Si	0.0001	0.0085	0.0044
Si	0.0001	-0.0014	0.0011
Si	-0.0033	0.0065	0.0005
Si	0.0061	-0.0075	0.0001
Si	-0.0178	-0.0133	-0.0083
Si	0.003	0.0083	-0.0145
Si	0.0123	0.0094	-0.0024
Si	-0.0019	-0.0037	0.0023
Si	0.0066	-0.0123	0.0009
Si	0.0011	-0.0002	0.0009
Si	0.0002	0.0059	-0.0045
Si	-0.0073	-0.0031	0.0021
Si	-0.0131	0.005	-0.0017
Si	0.0005	-0.0044	0.0012
Si	-0.0021	0.0024	0.0017
Si	0.0096	0.003	0.0017
Si	0.0059	0.0021	-0.0012
Si	-0.0085	-0.0033	-0.0053
Si	-0.0261	-0.0056	-0.029
Si	-0.0199	0.0233	-0.0049
Si	-0.0008	0.0607	0.0196
Si	0.0322	-0.0266	0.0309
Si	0.0356	-0.0044	-0.0275
Si	-0.0045	0.0134	-0.0421
Si	-0.0001	-0.0181	-0.007
Si	-0.0121	-0.0154	-0.033
Si	0.0003	-0.0045	-0.0371
Si	0.0012	-0.0081	-0.0289
Si	-0.0022	0.0084	-0.0372
Si	-0.0044	0.004	-0.0297
Si	0.0024	0.0035	-0.0375
Si	-0.0084	0.0069	-0.0321
Si	-0.0032	0.0034	0.0123
Si	0.0022	-0.0092	-0.0248
Si	-0.0025	-0.0029	-0.003
Si	0.0034	0.0139	-0.0279
Si	-0.004	-0.0056	-0.0332
Si	-0.0038	-0.0118	-0.0354
Si	0.0029	-0.0041	-0.0359
Si	-0.0014	-0.0024	-0.0208
Si	0.0052	0.005	-0.0267
Si	-0.002	-0.0002	-0.0257
Si	-0.002	0.0006	-0.0274
Si	0.0042	0.0039	-0.0348
Si	-0.0013	-0.01	-0.0338
Si	0.004	0.0053	-0.0231
Si	-0.0024	-0.0083	-0.0333
Si	-0.0053	-0.0023	-0.021
Si	-0.0012	-0.0043	-0.0136
Si	-0.0037	-0.0022	-0.0262
Si	-0.0033	0.0017	-0.0131
Si	-0.003	-0.0008	0.0035
Si	0.004	-0.0043	0.0253
Si	-0.0026	-0.0018	0.0118
Si	0.0074	-0.0009	-0.0308
Si	-0.0024	-0.0093	0.0332
Si	-0.0026	-0.0016	-0.0088
Si	-0.0014	0.0017	0.0362
Si	0.0076	-0.001	0.0473
Si	0.0109	0.0026	0.0457
Si	-0.0017	-0.004	0.0048
Si	-0.0093	0.0001	0.0208
Si	-0.0036	-0.004	0.0105
Si	0.0052	-0.001	0.0281
Si	-0.0015	0.0016	0.0117
Si	-0.0016	-0.0017	-0.011
Si	-0.0027	0.0036	0.0325
Si	0.003	-0.0088	0.0264
Si	0.0026	0.0056	0.0277
Si	-0.0009	0.0048	0.0272
Si	-0.0018	-0.0065	0.0553
Si	0.0033	-0.0023	0.0116
Si	0.0011	-0.0015	0.0409
Si	0.0032	0.0009	0.0169
Si	0.0024	0.0052	0.0292
Si	-0.0037	-0.0062	0.0361
Si	-0.0043	-0.0028	0.0214
Si	-0.0003	-0.0002	0.0217
O	-0.0062	0.0029	-0.0142
O	0.0036	-0.0039	-0.0222
O	-0.0038	0.0036	-0.0363
O	0.0017	0.0041	-0.0153
O	0.0022	-0.0044	-0.0152
O	0.0021	-0.0019	-0.032
O	-0.007	0.0018	-0.0089
O	-0.0123	0.0115	-0.036
O	-0.0165	-0.0114	-0.0254
O	-0.0042	-0.0026	-0.0321
O	-0.0094	0.0017	-0.0299
O	0.0004	-0.0013	-0.0127
O	0.0132	-0.0052	-0.0351
O	0.0033	0.0026	-0.0434
O	0.0037	-0.0046	-0.0346
O	0.0056	0.0056	0.0221
O	0.0306	0.0248	0.0159
O	0.0038	-0.0142	0.0271
O	0.004	-0.013	0.0159
O	-0.0009	-0.0282	-0.0841
O	0.0087	-0.0244	0.02
O	-0.0019	0.0064	0.0168
O	-0.0002	0.004	0.0117
O	-0.0031	0.0093	0.0222
O	0.0163	-0.0083	0.0171
O	-0.0139	0.0192	0.0165
O	0.0012	-0.0044	0.0264
O	-0.0008	0.0039	-0.0307
O	-0.0079	0.0058	0.0251
O	0.006	-0.0031	0.0234
O	-0.0003	0.0006	0.0234
O	-0.0011	0.0004	0.0098
O	0.0021	0.0025	0.0088
O	0.0017	-0.0061	0.0079
O	0.0024	-0.0045	0.0111
O	-0.0057	-0.001	0.0186
O	-0.0124	-0.0041	0.017
O	-0.0051	0.0054	0.0178
O	0.0063	-0.0016	0.0101
O	-0.0033	0.0047	0.0144
O	-0.0166	-0.0156	0.0292
O	-0.0024	0.0006	0.0179
O	0.0052	0.0034	0.0182
O	0.0026	0.0026	0.0073
O	0.0004	-0.0066	0.0097
O	-0.0024	-0.0027	0.0106
O	0.0003	0.0068	0.0157
O	0.0021	0.0031	0.0221
O	0.0078	0.0098	0.0201
O	-0.004	-0.0002	0.015
O	-0.0014	-0.0017	0.0147
O	-0.0006	0.0011	0.021
O	-0.0025	0.0003	0.0027
O	-0.0002	-0.0027	0.0125
O	-0.0064	-0.0018	0.0165
O	0.0008	-0.0018	0.0024
O	0.0019	-0.0048	0.0171
O	0.0079	-0.001	0.0196
O	0.0128	0.0058	0.0179
O	-0.0005	0.0088	0.0114
O	0.0026	-0.0063	0.0127
O	0.0008	-0.0001	0.0098
O	-0.0078	-0.0004	0.0197
O	-0.0029	-0.0069	0.0235
O	0.0012	0.0015	0.0028
O	-0.0002	0.0005	0.0087
O	-0.0054	-0.0005	0.0059
O	0.0016	0.0026	0.0087
O	-0.0003	-0.0005	-0.0028
O	-0.0039	-0.0025	-0.0048
O	0.0018	-0.0007	0.0053
O	0.002	0.0041	0.0122
O	0.0002	-0.0004	0.0105
O	-0.0058	0.0011	0.008
O	-0.001	-0.0038	-0.0113
O	0.0036	0.001	-0.0132
O	-0.0084	0.0076	-0.0169
O	-0.0039	-0.0052	0.006
O	0.0002	-0.0025	-0.0061
O	0.0042	0.0006	0.0046
O	0.0003	-0.0041	-0.0174
O	0.0024	-0.001	-0.002
O	-0.0016	0.003	-0.0121
O	0.0022	-0.0059	-0.0094
O	-0.0006	-0.0021	-0.0063
O	0.0006	0.0007	0.0021
O	0.0047	0.0015	0.0071
O	-0.0036	0.0025	-0.0071
O	-0.0009	0.0041	-0.0247
O	0.0008	-0.0009	-0.0059
O	0.0007	-0.0035	-0.0058
O	0.0016	-0.0027	-0.0031
O	-0.0014	0.0013	-0.0031
O	-0.0095	-0.0128	-0.019
O	0.0033	-0.0087	-0.0164
O	0.0081	0.0031	-0.014
O	0.0013	0.0024	0.0062
O	-0.0038	-0.0043	-0.0027
O	-0.0005	0.0044	-0.0072
O	-0.0041	-0.0073	-0.015
O	-0.0026	0.0004	-0.0024
O	-0.005	-0.0075	-0.0109
O	-0.0003	-0.0018	-0.0051
O	0.0021	-0.002	-0.0062
O	0.0018	0.0031	-0.01
O	0.0023	0.0087	-0.0173
O	0.0035	-0.0056	-0.0104
O	-0.0011	0.0046	-0.0065
O	-0.002	-0.0032	-0.0041
O	0.0049	0.0032	-0.0229
O	0.0001	-0.0075	-0.031
O	-0.002	0.0021	-0.0113
O	-0.0087	0.0092	-0.0323
O	-0.0052	0.0032	-0.0098
O	0.0047	0.0032	-0.0102
O	-0.0057	0.0122	-0.031
O	-0.0039	-0.013	-0.0214
O	-0.0026	-0.003	-0.0176
O	-0.0021	-0.003	-0.0035
O	-0.0019	0.0018	-0.0103

The program warned: the cutoff lies below the one the program advises for these potential files; the forces do not sum to zero within the program's tolerance; empty levels may hold ghost states of the PAW files; the exchange-correlation potential is rough where the density is thin.
